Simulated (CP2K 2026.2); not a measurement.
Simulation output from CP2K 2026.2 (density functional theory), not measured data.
Periodic cell of 534 atoms, Si358O176, from a study of silicon, its oxide and their interface. The atomic structure is a simulated model.
Doubt: the forces sum to 1.45 eV/angstrom along one axis rather than to zero, so they err by at least 0.0027 eV/angstrom per atom on average; the grid cutoff is modest.

Settings: functional PBE; method Gaussian and plane waves; basis set DZVP-MOLOPT-SR-GTH; pseudopotentials GTH-PBE; grid cutoff 350 Ry, relative cutoff 50 Ry; k points Gamma only; occupations fixed; spin none; net charge 0.

Cell vectors (angstrom)
a 16.4025 0 0
b 0 16.4025 0
c 0 0 35.6225

Atoms and the computed forces on them: element, x, y, z (angstrom), force x, y, z (eV/angstrom)
Si 0.214 0.064 0.445 -0.071 -0.022 -0.28
Si 3.113 2.511 0.431 -0.037 0.076 -0.312
Si 16.033 5.646 35.281 0.385 0.132 -0.01
Si 3.355 7.682 35.61 -0.365 0.488 0.061
Si 16.318 11.139 35.202 0.023 0.11 0.263
Si 2.356 14.189 35.517 0.062 0 -0.292
Si 5.241 0.186 0.114 -0.038 0.183 -0.058
Si 8.465 2.444 35.439 0.029 -0.347 0.325
Si 5.113 5.9 35.574 0.374 -0.499 -0.114
Si 8.056 8.524 0.293 0.075 0.049 -0.198
Si 5.692 10.7 35.606 -0.161 0.151 0.031
Si 8.272 13.678 0.066 -0.061 0.101 0.126
Si 10.691 0.164 0.232 -0.47 -0.205 -0.043
Si 13.894 3.129 35.266 -0.044 -0.184 0.456
Si 11.165 4.811 35.303 -0.259 0.227 0.091
Si 13.957 8.167 35.455 0.068 0.194 -0.124
Si 10.477 11.44 0.036 0.059 0.035 -0.367
Si 13.029 14.505 35.594 0.113 -0.015 0.17
Si 1.514 1.431 1.754 0.167 -0.045 -0.116
Si 4.241 4.271 1.47 -0.191 -0.099 0.055
Si 1.702 6.979 1.485 -0.018 -0.344 0.066
Si 4.139 9.524 1.28 0.226 -0.036 -0.116
Si 1.371 12.345 1.077 -0.053 0.085 -0.091
Si 4.015 15.085 1.39 -0.176 0.01 -0.208
Si 6.902 1.371 1.312 0.069 0.05 -0.285
Si 9.616 3.974 1.243 0.043 0.075 -0.049
Si 6.808 6.858 1.335 -0.149 0.103 0.073
Si 9.61 9.757 1.472 -0.014 0.118 0.017
Si 6.705 12.42 1.306 0.119 -0.044 -0.235
Si 9.447 15.089 1.532 -0.029 0.049 -0.276
Si 12.239 1.313 1.498 0.087 0.226 -0.057
Si 15.124 4.197 1.266 0.015 -0.162 -0.128
Si 12.365 7.068 1.178 -0.183 0.105 -0.082
Si 14.993 9.854 1.126 0.05 -0.062 0.067
Si 12.19 12.595 1.212 -0.117 0.022 -0.097
Si 14.858 15.234 1.422 0.015 -0.012 -0.164
Si 0.044 2.891 2.774 -0.071 0.166 0.089
Si 2.823 16.389 2.943 0.042 -0.02 0.336
Si 0.032 8.385 2.54 -0.016 0.065 0.026
Si 2.846 5.521 2.91 -0.087 0.03 0.106
Si 16.35 13.682 2.589 -0.07 0.069 -0.119
Si 2.722 10.976 2.561 -0.035 0.078 -0.077
Si 5.616 2.821 2.73 0.104 0.004 0.042
Si 8.133 0.065 2.831 -0.057 0.048 0.113
Si 5.505 8.248 2.772 -0.081 -0.044 0.079
Si 8.274 5.492 2.598 0.137 -0.181 -0.071
Si 5.384 13.717 2.723 0.046 0.045 0.075
Si 8.152 11.094 2.755 -0.099 -0.016 0.096
Si 10.96 2.803 2.767 0.017 0.029 0.162
Si 13.63 0.098 2.919 0.142 0.049 0.181
Si 11.034 8.346 2.679 -0.026 -0.085 0.072
Si 13.67 5.564 2.564 -0.04 0.011 0.204
Si 10.91 13.769 2.802 -0.039 0.033 0.146
Si 13.602 11.13 2.563 -0.017 -0.034 -0.07
Si 1.397 4.194 4.191 0.006 -0.016 -0.046
Si 4.215 1.454 4.159 -0.016 -0.039 -0.098
Si 1.37 9.665 4.015 -0.032 -0.067 -0.032
Si 4.183 6.907 4.219 0.057 0.1 -0.141
Si 1.318 15.009 4.106 0.056 0.033 -0.109
Si 4.052 12.308 4.052 0.014 -0.017 -0.056
Si 6.965 4.177 4.104 -0.019 -0.154 -0.032
Si 9.584 1.414 4.149 0.048 -0.047 -0.125
Si 6.853 9.649 4.128 0.007 0.038 -0.174
Si 9.622 6.915 3.983 0.023 0.038 -0.045
Si 6.767 15.064 4.142 0.011 0.123 -0.086
Si 9.55 12.389 4.159 -0.036 0.059 -0.147
Si 12.342 4.221 4.076 -0.003 0.032 -0.253
Si 15.069 1.504 4.145 -0.128 0.042 -0.029
Si 12.349 9.718 4.037 0.017 0.009 0.043
Si 15.064 6.96 3.966 -0.045 -0.008 -0.309
Si 12.284 15.093 4.207 -0.037 -0.112 -0.006
Si 15.009 12.361 4.026 0.101 0.047 -0.036
Si 0.02 0.047 10.918 0.02 -0.033 -0.015
Si 2.752 2.766 10.95 0 0.009 0.014
Si 0.013 5.49 10.938 0.009 0.006 0.008
Si 2.744 8.215 10.911 0.008 0.024 0.009
Si 16.401 10.959 10.927 0.01 0.038 -0.004
Si 2.743 13.693 10.921 0.023 -0.013 -0.007
Si 5.492 0.034 10.964 -0.004 -0.015 0.008
Si 8.251 2.774 10.953 0.018 -0.033 0
Si 5.508 5.492 10.926 0.028 -0.065 0.004
Si 8.214 8.201 10.921 0.03 0.019 -0.018
Si 5.472 10.944 10.912 0.01 0.002 -0.01
Si 8.218 13.689 10.944 -0.009 0.008 -0.016
Si 10.979 0.054 10.956 0.006 -0.012 -0.002
Si 13.694 2.782 10.934 0.033 0.005 0.002
Si 10.969 5.491 10.95 0.006 0.009 0.001
Si 13.674 8.209 10.955 0.03 0.02 0.004
Si 10.941 10.939 10.951 0.011 0.021 0.005
Si 13.691 13.716 10.937 -0.026 -0.007 -0.004
Si 1.376 1.389 12.315 -0.041 -0.049 0.003
Si 4.151 4.126 12.3 0.033 0.059 -0.015
Si 1.401 6.843 12.294 -0.019 -0.019 0.002
Si 4.114 9.564 12.274 -0.009 0.018 0.009
Si 1.374 12.326 12.272 -0.003 -0.013 0.002
Si 4.11 15.046 12.295 -0.024 -0.014 0.015
Si 6.893 1.398 12.314 0.035 0.044 -0.017
Si 9.62 4.124 12.333 -0.014 0 0.006
Si 6.882 6.823 12.315 -0.039 0.036 0.015
Si 9.567 9.54 12.304 -0.076 -0.037 -0.014
Si 6.839 12.296 12.281 0.003 0.009 0.006
Si 9.603 15.069 12.293 -0.005 -0.011 -0.027
Si 12.341 1.43 12.333 -0.003 -0.031 0.024
Si 15.053 4.122 12.324 -0.02 -0.035 -0.005
Si 12.333 6.819 12.339 -0.051 -0.014 0.007
Si 15.048 9.58 12.296 -0.006 -0.013 -0.004
Si 12.327 12.323 12.285 0.015 0.029 -0.006
Si 15.067 15.093 12.297 0.024 0.045 0.008
Si 0.01 2.755 13.696 -0.016 0.044 0.007
Si 2.735 16.393 13.665 0.028 0.036 0.01
Si 0.008 8.192 13.646 -0.012 0.042 0.041
Si 2.787 5.49 13.667 -0.01 -0.073 0.013
Si 0.029 13.703 13.643 0.005 -0.039 0.016
Si 2.728 10.933 13.61 -0.027 0.051 0.013
Si 5.529 2.765 13.669 -0.027 -0.038 0.038
Si 8.273 0.04 13.682 -0.019 -0.081 0.051
Si 5.463 8.171 13.637 0.069 0.011 -0.014
Si 8.253 5.461 13.716 0.025 -0.059 -0.019
Si 5.481 13.668 13.645 0.014 -0.061 0.04
Si 8.161 10.886 13.647 0.058 0.076 0.015
Si 10.981 2.786 13.738 -0.059 0.02 -0.013
Si 13.735 0.077 13.684 0.04 -0.059 -0.007
Si 10.915 8.15 13.676 0.075 0.028 0.014
Si 13.682 5.443 13.738 0.104 0.008 0.027
Si 10.957 13.682 13.643 -0.025 0.039 0.004
Si 13.683 10.948 13.654 -0.027 0.019 0.013
Si 1.439 4.095 15.006 0.013 0.115 0.046
Si 4.161 1.344 14.965 -0.003 0.039 0.065
Si 1.381 9.56 14.987 -0.007 0.014 0.025
Si 4.135 6.844 15.072 0.054 0.029 -0.046
Si 1.373 15.035 15.068 -0.071 -0.021 0.015
Si 4.08 12.288 14.979 -0.05 -0.036 0.008
Si 6.882 4.11 15.096 0.056 0.009 0.059
Si 9.629 1.409 15.1 0.07 0.089 0.011
Si 6.777 9.517 15.032 -0.113 -0.119 0.004
Si 9.63 6.765 15.135 -0.038 0.027 0.082
Si 6.89 15.03 14.979 0.034 0.129 -0.015
Si 9.569 12.255 14.943 -0.085 -0.07 -0.069
Si 12.331 4.104 15.194 -0.032 -0.073 0.043
Si 15.05 1.448 15.144 -0.041 -0.082 0.032
Si 12.274 9.562 14.966 -0.029 -0.023 -0.046
Si 15.076 6.824 15.051 -0.047 -0.097 -0.024
Si 12.357 15.069 14.966 -0.002 -0.023 -0.024
Si 15.088 12.31 14.994 0.027 0.065 0.004
Si 0.017 0.024 16.445 -0.027 -0.029 0.123
Si 2.82 2.695 16.337 -0.02 0.018 0.006
Si 0.123 5.481 16.392 0.033 -0.215 0.082
Si 2.741 8.234 16.393 -0.105 0.084 0.072
Si 0.046 10.935 16.36 0.048 0.008 0.014
Si 2.764 13.642 16.401 0.079 -0.036 0.142
Si 5.529 16.396 16.333 -0.008 0.113 0.015
Si 8.236 2.743 16.513 -0.034 -0.074 0.087
Si 5.511 5.487 16.459 -0.129 0.014 0.156
Si 8.141 8.112 16.377 0.137 0.117 0.066
Si 5.292 10.818 16.362 0.225 0.153 0.137
Si 8.221 13.6 16.29 0.045 -0.155 0.023
Si 11.122 0.078 16.382 0.008 -0.082 0.016
Si 13.677 2.758 16.643 0.101 0.1 0.095
Si 11.007 5.452 16.652 -0.027 0.07 0.129
Si 13.619 8.201 16.314 0.076 -0.038 0.069
Si 10.858 10.857 16.326 0.003 0.034 0.196
Si 13.688 13.669 16.308 -0.014 0.058 0.101
Si 1.525 1.332 17.766 -0.105 0.157 0.131
Si 4.148 4.05 17.75 0.064 -0.012 0.23
Si 1.484 6.871 17.809 0.255 -0.205 -0.022
Si 3.905 9.568 17.942 0.049 0.08 -0.012
Si 1.437 12.218 17.796 0.015 -0.07 0.002
Si 4.219 15.009 17.697 -0.051 0.016 -0.165
Si 6.831 1.306 17.81 -0.142 0.185 0.124
Si 9.567 4.047 18.034 0.104 -0.001 0.028
Si 6.84 6.851 17.904 0.036 -0.036 -0.032
Si 9.45 9.487 17.731 0.127 -0.046 -0.271
Si 6.74 12.191 17.561 -0.138 -0.045 -0.267
Si 9.766 14.953 17.473 0.164 0 -0.001
Si 12.386 1.262 18.095 -0.175 -0.124 -0.013
Si 15.151 4.218 17.869 -0.064 -0.037 -0.404
Si 12.43 6.952 17.956 0.032 -0.028 0.036
Si 15.048 9.51 17.613 0.011 0.076 -0.061
Si 12.322 12.212 17.581 0.05 -0.247 -0.09
Si 14.967 15.053 17.758 -0.034 -0.022 -0.093
Si 0.414 3.025 19.059 -0.03 -0.146 0.089
Si 3.042 0.021 19.132 0.176 -0.114 0.005
Si 16.171 7.956 18.955 -0.308 0.186 0.035
Si 0.861 2.272 21.223 -0.078 -0.598 -0.173
Si 16.352 13.593 18.887 0.168 0.335 0.234
Si 2.456 10.877 19.528 0.15 0.171 0.173
Si 5.45 2.781 19.281 -0.138 -0.272 -0.145
Si 8.255 16.053 18.772 -0.169 0.096 0.23
Si 5.447 8.303 19.215 -0.126 0.327 0.003
Si 8.133 5.444 19.394 0.089 0.071 -0.07
Si 5.413 13.463 18.985 -0.001 -0.026 0.212
Si 8 10.855 18.964 -0.418 -0.075 0.33
Si 10.733 2.417 19.443 0.03 -0.125 0.057
Si 13.854 16.233 19.54 -0.039 -0.089 0.024
Si 10.789 8.246 19.218 -0.01 0.013 -0.191
Si 14.203 5.266 21.061 -0.423 0.143 0.046
Si 11.08 13.634 18.911 0.121 0.282 0.019
Si 13.732 10.894 18.951 -0.011 0.198 -0.032
Si 2.658 5.25 19.159 -0.072 0.237 -0.385
Si 4.025 1.449 20.739 0.608 -0.009 -0.732
Si 0.651 10.002 21.162 -0.185 0.264 -0.31
Si 4.696 5.993 21.233 -0.269 -0.171 0.164
Si 0.783 14.908 20.601 0.056 -0.441 -0.27
Si 4.126 12.277 20.616 -0.06 0.025 -0.193
Si 6.406 4.418 20.687 0.267 -0.232 0.141
Si 9.121 0.915 20.469 0.075 -0.268 -0.205
Si 6.317 10.015 20.57 0.455 -0.031 -0.126
Si 9.598 6.817 20.651 -0.08 0.23 0.272
Si 7.217 14.408 20.103 0.105 -0.226 0.215
Si 9.425 12.367 19.878 0.001 0.051 0.763
Si 12.049 3.479 21.068 -0.092 0.151 0.317
Si 15.771 0.35 21.086 0.098 0.15 0.37
Si 11.429 9.944 20.691 0.013 0.3 0.209
Si 14.53 6.239 19.014 -0.406 -0.27 -0.115
Si 12.697 14.264 20.634 -0.185 -0.096 0.405
Si 15.053 12.258 20.212 -0.087 0.057 -0.348
Si 15.037 11.649 25.852 -0.191 0.249 0.227
Si 0.168 3.946 22.749 -0.202 -0.068 -0.15
Si 15.171 8.731 25.365 -0.042 0.057 0.212
Si 15.003 8.651 28.478 -0.15 0.063 0.166
Si 1.652 16.177 24.507 -0.061 -0.179 0.109
Si 6.63 0.271 21.96 0.141 0.031 0.017
Si 7.533 3.229 23.499 0.181 0.037 0.438
Si 0.839 8.713 24.127 -0.619 0.161 0.359
Si 7.965 8.645 22.797 0.176 0.158 0.151
Si 2.418 13.897 22.799 -0.081 0.239 -0.085
Si 7.305 2.014 26.057 0.081 -0.035 0.25
Si 9.253 16.044 23.182 0.221 0.092 0.265
Si 15.184 16.16 24.158 -0.057 -0.21 0.126
Si 11.826 4.086 23.929 -0.105 -0.176 0.043
Si 11.308 5.582 21.659 0.031 -0.441 0.398
Si 10.362 10.396 23.329 0.093 0.059 0.24
Si 13.152 14.138 25.315 0.063 -0.098 0.111
Si 16.368 2.139 25.046 -0.109 -0.193 0.302
Si 1.93 5.866 24.393 0.801 -0.063 0.139
Si 12.032 9.161 28.558 -0.048 -0.126 -0.055
Si 2.104 0.069 27.51 0.332 -0.122 -0.031
Si 4.267 6.064 24.432 -0.392 -0.27 0.544
Si 2.367 2.211 29.237 0.27 -0.073 0.141
Si 6.697 4.767 25.701 0.294 0.02 0.193
Si 2.668 9.876 26.487 0.123 0.147 0.348
Si 10.74 11.525 30.149 -0.009 -0.029 -0.095
Si 1.647 13.723 28.195 0.027 -0.211 0.14
Si 8.682 13.799 29.527 0.023 -0.001 -0.089
Si 9.859 2.072 24.64 0.196 -0.056 0.256
Si 7.721 7.685 25.828 0.211 -0.067 0.212
Si 0.041 6.04 32.278 -0.051 -0.001 -0.159
Si 10.258 10.215 32.838 -0.545 -0.293 -0.148
Si 13.656 11.432 31.094 0.07 0.006 -0.237
Si 15.127 12.808 28.846 0.065 0.063 -0.108
Si 0.462 2.979 28.139 -0.003 0.067 -0.13
Si 2.282 2.928 33.198 0.085 0.003 -0.109
Si 4.454 5.723 28.897 0.146 0.055 0.24
Si 3.062 9.631 31.242 -0.019 0.083 -0.238
Si 10.909 13.581 23.3 0.054 -0.033 0.269
Si 1.713 5.649 27.562 0.09 0.098 0.365
Si 6.943 4.45 33.322 0.091 -0.042 -0.312
Si 9.148 2.373 30.721 -0.087 0.049 -0.302
Si 1.619 12.4 25.475 -0.118 0.177 0.376
Si 10.889 4.505 32.27 0.186 0.167 -0.477
Si 1.409 8.602 28.894 0.107 0.044 0.283
Si 6.166 12.837 31.291 -0.159 0.107 -0.303
Si 12.921 6.442 25.515 -0.345 -0.013 0.139
Si 15.664 0.563 28.809 -0.28 -0.086 0.171
Si 12.912 8.71 32.422 0.076 -0.094 -0.261
Si 13.087 6.482 28.637 -0.157 -0.086 -0.053
Si 7.827 16.125 28.058 -0.18 0.113 -0.172
Si 13.205 15.224 28.272 -0.088 -0.141 -0.095
Si 2.648 4.877 31.013 0.094 0.003 -0.138
Si 3.772 0.808 31.556 0.057 0.043 -0.222
Si 5.629 10.127 32.625 -0.155 0.149 -0.299
Si 6.844 0.581 31.037 -0.03 0.16 -0.261
Si 2.541 14.657 32.422 -0.073 -0.12 -0.204
Si 3.383 12.634 30.268 0.076 -0.017 -0.135
Si 6.97 4.445 30.272 0.11 0.1 -0.334
Si 8.684 6.287 31.645 0.024 -0.124 -0.392
Si 5.087 8.046 26.807 0.152 -0.065 0.32
Si 8.433 8.806 33.054 0.711 0.587 -0.268
Si 6.579 14.93 33.366 -0.048 -0.006 -0.014
Si 10.314 16.255 29.264 0.17 0.064 -0.104
Si 13.431 5.713 31.328 -0.041 -0.148 -0.05
Si 14.784 13.254 33.26 0.145 0.019 -0.154
Si 10.73 8.555 25.818 -0.008 -0.111 0.101
Si 15.847 1.804 33.479 0.131 -0.273 -0.183
Si 16.062 15.727 31.765 0.159 0.068 -0.005
Si 1.213 8.75 33.42 0.035 -0.002 -0.214
O 2.794 14.009 33.904 0.277 -0.146 0.404
O 1.153 15.316 35.331 -0.032 -0.187 0.39
O 3.035 1.37 27.93 -0.286 -0.06 0
O 5.719 5.071 34.218 -0.212 0.072 0.231
O 12.699 4.247 35.169 0.11 0.042 -0.07
O 14.615 2.832 33.802 -0.37 0.074 -0.073
O 2.412 8.02 34.256 0.149 -0.136 -0.062
O 3.273 5.173 27.867 -0.133 -0.032 -0.093
O 1.873 9.761 32.333 -0.049 -0.137 0.279
O 0.358 9.762 34.381 -0.216 -0.16 0.209
O 1.195 15.569 32.288 0.001 -0.103 -0.015
O 2.534 8.629 30.075 0.215 -0.137 0.104
O 5.602 15.871 34.277 0.046 0.166 0.289
O 4.209 1.443 35.384 -0.324 0.14 0.074
O 7.666 3.219 34.178 0.172 -0.008 0.069
O 6.435 4.019 31.789 -0.316 -0.157 0.355
O 1.063 5.903 0.383 0.024 0.126 -0.191
O 7.736 5.891 30.371 0.101 0.072 -0.007
O 8.7 8.025 34.474 0.161 -0.181 0.183
O 7.042 9.769 35.507 -0.047 -0.209 0.256
O 5.143 10.852 34.023 -0.26 0.02 0.604
O 4.459 9.181 31.959 0.098 -0.16 0.086
O 7.017 15.719 32.022 -0.157 -0.192 0.038
O 7.836 14.517 34.324 0.292 0.036 0.036
O 9.63 1.249 35.014 0.386 0.063 0.182
O 11.778 15.516 35.052 0.291 0.018 0.278
O 15.34 0.578 32.525 -0.049 0.237 0.233
O 13.273 1.743 0.236 -0.328 -0.314 0.056
O 11.311 6.41 0.032 0.04 0.131 0.088
O 10.498 4.579 33.84 -0.159 0.047 0.282
O 15.129 7.017 35.219 -0.05 -0.094 -0.313
O 10.932 10.873 34.172 0.4 -0.105 0.354
O 9.576 15.058 30.129 -0.082 -0.212 0.222
O 9.3 12.504 35.147 0.236 -0.21 0.453
O 13.843 12.179 32.517 -0.224 0.02 0.312
O 13.854 14.143 34.235 -0.143 0.081 -0.35
O 1.294 4.396 19.437 0.16 0.074 -0.307
O 4.604 7.349 25.406 0.17 -0.072 -0.029
O 5.109 0.94 21.945 0.14 -0.095 0.19
O 0.202 15.372 24.478 0.002 0.024 -0.318
O 0.056 8.614 20.475 0.28 0.143 0.185
O 14.566 7.13 28.842 0.161 -0.004 0.077
O 4.686 6.255 22.859 0.536 -0.112 -0.354
O 1.998 9.102 25.224 0.048 -0.105 -0.127
O 2.405 16.134 25.949 -0.132 0.212 -0.056
O 1.041 13.926 21.918 -0.387 -0.005 -0.356
O 3.631 13.25 21.895 0.185 -0.245 -0.065
O 2.632 15.443 23.403 0.265 0.253 -0.185
O 3.229 5.41 20.714 0.283 -0.168 0.04
O 6.81 3.655 22.135 -0.008 0.257 -0.249
O 9.844 0.074 21.701 -0.132 0.27 -0.038
O 7.578 1.29 21.048 0.115 0.188 -0.159
O 5.292 11.198 21.152 0.127 -0.271 -0.203
O 6.688 9.148 21.932 -0.395 -0.14 -0.162
O 4.735 7.413 20.433 0.017 0.129 -0.255
O 8.812 7.572 21.916 -0.102 0.004 -0.41
O 6.429 15.187 21.324 -0.222 0.26 0.033
O 6.734 2.122 24.489 0.003 0.257 -0.439
O 8.384 13.38 20.798 0.076 0.043 -0.839
O 10.484 11.309 20.646 0.087 -0.254 0.086
O 12.339 3.086 22.702 -0.107 -0.123 -0.39
O 11.147 3.016 24.971 -0.032 -0.016 -0.008
O 15.089 0.201 22.602 0.016 -0.184 -0.14
O 2.327 15.359 20.201 -0.47 0.298 0.213
O 10.669 9.794 24.793 0.181 0.35 -0.029
O 11.371 9.613 22.3 0.131 -0.248 -0.047
O 13.608 3.776 20.522 -0.187 -0.043 -0.105
O 10.792 5.166 23.217 -0.11 0.205 -0.233
O 9.541 14.469 23.447 -0.005 -0.118 -0.123
O 11.768 14.137 22.021 0.289 0.17 -0.393
O 15.938 11.25 21.19 0.564 -0.287 0.277
O 13.977 13.237 21.037 -0.213 0.329 -0.383
O 0.477 0.268 27.742 0.09 0.017 -0.259
O 2.649 1.048 30.385 -0.144 -0.03 -0.105
O 0.915 9.64 22.761 0.402 0.283 -0.141
O 12.925 6.109 21.776 0.288 0.074 0.065
O 1.181 7.168 23.744 0.207 -0.05 -0.24
O 2.171 12.939 24.07 0.006 -0.206 0.045
O 7.564 7.931 24.214 -0.053 0.043 -0.439
O 15.596 8.642 26.959 0.189 -0.096 -0.186
O 13.962 13.957 28.976 -0.066 -0.067 0.096
O 15.159 1.037 25.185 0.011 0.138 -0.184
O 5.149 4.849 25.146 -0.249 0.367 0.057
O 15.806 3.296 24.055 0.001 0.246 -0.054
O 7.632 16.354 23.26 -0.313 -0.063 -0.119
O 7.699 4.559 24.427 -0.104 -0.076 -0.047
O 1.726 9.766 27.808 -0.286 -0.043 -0.3
O 4.125 9.34 26.961 -0.102 0.013 0
O 10.02 11.277 31.599 -0.138 0.095 -0.159
O 6.625 8.596 26.639 -0.104 0.136 0.042
O 5.309 1.162 31.087 -0.053 0.192 -0.039
O 1.239 1.365 24.278 0.102 0.119 -0.122
O 7.028 0.595 26.874 -0.184 -0.01 -0.007
O 7.163 0.263 29.46 0.104 -0.112 0.204
O 10.126 0.494 24.302 -0.076 -0.056 -0.271
O 6.772 3.449 26.714 -0.251 -0.067 0.081
O 15.479 4.987 22.057 0.061 -0.085 0.243
O 2.575 2.006 21.314 -0.736 0.342 0.17
O 12.995 10.238 20.314 -0.363 0.017 -0.097
O 8.933 2.16 25.974 0.101 -0.098 -0.134
O 13.028 5.325 29.773 0.013 -0.033 0.031
O 7.307 6.157 26.319 -0.125 -0.091 -0.189
O 9.236 8.07 26.284 -0.154 -0.103 0.159
O 8.809 10.022 23.021 -0.215 -0.098 0.111
O 11.725 13.785 24.684 -0.25 -0.155 0.07
O 14.911 11.797 30.108 0.065 -0.194 0.003
O 0.615 4.623 28.239 -0.29 -0.154 -0.072
O 0.733 2.551 32.77 -0.048 0.066 0.001
O 1.465 5.668 25.958 -0.434 -0.213 -0.203
O 2.888 4.288 32.51 0.228 -0.05 0.338
O 3.373 11.078 30.634 0.041 -0.051 -0.13
O 10.534 12.004 23.282 -0.197 0.026 -0.019
O 14.109 12.829 25.257 -0.125 -0.215 -0.299
O 15.067 11.91 27.477 -0.102 -0.252 -0.103
O 0.404 2.718 26.496 0.266 0.294 -0.111
O 3.77 15.642 31.992 0.089 -0.12 0.448
O 2.293 3.177 34.791 0.033 -0.108 0.063
O 5.721 4.687 29.211 0.015 0.112 -0.194
O 12.934 5.013 24.707 0.07 0.12 -0.009
O 12.954 5.988 27.097 0.263 -0.169 -0.151
O 4.99 7.094 28.162 -0.155 -0.048 -0.208
O 10.213 5.746 31.453 0.013 0.013 0.155
O 2.395 15.157 28.434 -0.006 0.134 -0.171
O 10.979 10.106 29.354 -0.07 -0.081 0.233
O 6.153 11.237 31.553 0.043 -0.136 0.224
O 4.918 13.196 30.283 0.149 0.053 -0.031
O 9.433 0.057 27.887 -0.07 0.162 -0.061
O 7.856 14.451 28.211 0.079 -0.155 0.284
O 0.196 13.531 28.935 -0.144 -0.08 0.061
O 9.059 2.646 23.302 -0.179 0.122 -0.132
O 11.579 9.223 27.015 0.21 0.188 -0.236
O 8.166 3.372 29.796 0.055 -0.036 0.205
O 11.52 7.249 25.238 0.179 0.096 -0.015
O 15.035 5.615 31.568 0.087 0.221 0.23
O 16.297 8.957 29.439 0.084 0.176 0.194
O 0.169 11.668 25.275 0.183 -0.041 -0.391
O 12.518 4.627 32.151 0.037 -0.109 0.235
O 13.652 9.831 31.463 0.222 -0.139 0.279
O 13.883 15.268 24.429 -0.013 0.236 -0.011
O 14.247 0.065 28.209 0.191 0.351 0.136
O 2.867 3.578 30.012 -0.022 -0.028 -0.254
O 6.863 9.157 32.938 -0.242 -0.425 -0.058
O 15.583 2.221 28.886 0.03 0.064 -0.128
O 3.308 1.729 32.805 0.251 -0.173 0.215
O 14.425 10.222 25.32 0.08 0.102 0.106
O 11.925 7.589 29.001 0.054 0.098 0.324
O 3.724 5.95 30.379 0.031 0.104 -0.027
O 14.141 7.46 25.086 0.261 -0.098 -0.262
O 12.817 14.714 26.789 -0.125 -0.136 0.084
O 2.46 13.444 31.334 -0.021 -0.051 0.085
O 13.638 9.585 28.629 0.163 -0.066 -0.018
O 15.873 12.38 34.155 0.205 -0.065 -0.041
O 8.036 5.627 33.005 -0.028 0.227 -0.018
O 1.51 4.658 23.367 0.06 -0.019 0.098
O 8.02 1.573 31.586 0.036 -0.157 0.103
O 10.161 1.31 29.987 0.122 -0.162 0.142
O 1.403 13.558 26.599 -0.157 0.107 -0.266
O 1.177 5.589 31.167 -0.009 -0.091 -0.086
O 10.206 3.161 31.666 -0.057 -0.017 0.231
O 13.481 8.699 33.953 0.37 0.237 0.306
O 5.942 13.55 32.754 -0.041 0.009 0.129
O 2.728 12.671 28.784 0.032 -0.205 -0.214
O 7.565 13.256 30.575 0.05 -0.119 0.302
O 2.786 11.43 26.055 0.137 0.036 -0.303
O 13.061 7.242 31.742 0.125 0.368 0.254
O 8.755 7.889 31.739 -0.157 -0.137 0.16
O 15.38 14.28 32.118 -0.122 -0.355 -0.111
O 15.968 16.144 30.186 0.216 0.015 -0.182
O 12.28 12.024 30.414 0.136 0.298 0.285
O 11.335 9.063 32.398 0.107 -0.124 -0.354
O 0.043 5.261 33.722 -0.04 -0.214 0.281
O 16.234 1.173 34.919 -0.075 0.346 -0.008
O 11.856 15.785 29.013 0.18 0.219 0.273
O 9.776 12.564 29.296 -0.034 -0.089 -0.105
O 0.277 7.637 32.636 -0.205 0.071 0.052
O 1.507 7.12 28.227 0.093 -0.272 -0.122
Si 0.011 0.054 5.467 0.02 -0.006 -0.041
Si 2.783 2.789 5.498 -0.051 -0.03 0
Si 16.395 5.603 5.439 0.027 -0.031 -0.011
Si 2.727 8.296 5.449 0.049 0.004 -0.018
Si 16.39 10.997 5.415 0.006 -0.019 -0.093
Si 2.713 13.672 5.465 -0.081 -0.068 -0.024
Si 5.492 0.052 5.544 0.04 0.024 0.005
Si 8.252 2.79 5.521 0.056 0.103 -0.095
Si 5.564 5.505 5.503 0.014 0.06 -0.019
Si 8.258 8.246 5.425 -0.061 0.022 -0.064
Si 5.445 10.991 5.467 -0.002 -0.043 -0.052
Si 8.178 13.741 5.509 0.047 -0.028 -0.002
Si 10.925 0.059 5.539 -0.022 -0.007 -0.002
Si 13.674 2.844 5.48 0.068 0.016 0.008
Si 10.959 5.574 5.421 0.023 -0.048 0.029
Si 13.699 8.298 5.389 0.075 0.062 -0.039
Si 10.953 10.999 5.463 -0.031 -0.008 -0.028
Si 13.691 13.702 5.482 -0.025 0.039 -0.029
Si 1.402 1.404 6.838 0.057 -0.027 -0.015
Si 4.156 4.152 6.855 -0.023 -0.02 -0.01
Si 1.379 6.918 6.826 -0.056 0.036 0.009
Si 4.099 9.62 6.838 -0.031 0.027 -0.001
Si 1.35 12.322 6.83 0.038 0.04 0.003
Si 4.092 15.056 6.841 -0.031 0.083 -0.04
Si 6.878 1.418 6.884 0.001 -0.08 -0.003
Si 9.631 4.181 6.83 -0.009 -0.032 -0.003
Si 6.909 6.893 6.839 0.012 -0.047 0
Si 9.603 9.608 6.819 0.03 -0.022 0.007
Si 6.825 12.342 6.846 0.003 0.02 -0.001
Si 9.562 15.082 6.886 -0.037 0.037 0.005
Si 12.326 1.443 6.843 -0.018 0.007 0.025
Si 15.059 4.205 6.822 -0.067 0.015 0.02
Si 12.339 6.925 6.789 -0.052 0.002 -0.052
Si 15.052 9.624 6.806 0.012 -0.061 -0.002
Si 12.32 12.342 6.847 0.005 -0.005 0.016
Si 15.05 15.087 6.837 -0.028 0.039 0.011
Si 0.022 2.798 8.175 0.014 -0.001 -0.004
Si 2.752 0.034 8.215 -0.042 -0.038 0.011
Si 0.001 8.256 8.196 0.027 0.011 0.012
Si 2.753 5.523 8.185 0.039 -0.009 0
Si 0.007 13.708 8.198 0.032 0.009 -0.005
Si 2.725 10.969 8.202 -0.002 -0.021 0.011
Si 5.5 2.777 8.235 -0.009 -0.01 0.005
Si 8.224 0.049 8.256 0.039 0.021 0.024
Si 5.49 8.24 8.177 -0.01 -0.001 -0.004
Si 8.255 5.514 8.207 0.023 0.015 0.015
Si 5.467 13.705 8.216 0.028 -0.009 -0.013
Si 8.216 10.962 8.19 -0.024 -0.006 -0.015
Si 10.969 2.801 8.211 0.027 0.001 -0.004
Si 13.686 0.058 8.2 0.014 -0.025 -0.012
Si 10.967 8.245 8.192 -0.001 0.036 0.005
Si 13.679 5.545 8.189 0.057 -0.024 -0.008
Si 10.952 13.705 8.222 0.004 -0.002 -0.007
Si 13.683 10.964 8.204 -0.027 0.028 0.006
Si 1.394 4.141 9.562 -0.015 -0.028 0.001
Si 4.125 1.398 9.588 0.02 -0.013 0.006
Si 1.371 9.6 9.568 0.01 -0.003 -0.007
Si 4.137 6.865 9.555 -0.012 0.021 -0.005
Si 1.379 15.068 9.564 0.013 0.027 0.007
Si 4.103 12.324 9.562 -0.033 0.024 -0.01
Si 6.89 4.138 9.575 -0.022 0.016 -0.003
Si 9.616 1.421 9.585 -0.027 -0.007 0.014
Si 6.854 9.586 9.556 -0.003 0.012 -0.002
Si 9.619 6.866 9.572 -0.013 -0.029 -0.002
Si 6.844 15.066 9.59 -0.02 0 0.006
Si 9.584 12.319 9.576 0.01 0.008 0
Si 12.338 4.159 9.567 -0.031 -0.02 0.003
Si 15.062 1.426 9.554 -0.023 -0.023 0.005
Si 12.323 9.59 9.581 -0.021 -0.017 -0.005
Si 15.054 6.877 9.573 -0.022 0.019 -0.001
Si 12.327 15.087 9.574 -0.002 0.024 0
Si 15.045 12.34 9.566 0.001 0 -0.015

Results
total energy: -115446.043 eV
total energy less fixed offsets of O -438.35, Si -107.03 eV per atom: 20.297 eV
